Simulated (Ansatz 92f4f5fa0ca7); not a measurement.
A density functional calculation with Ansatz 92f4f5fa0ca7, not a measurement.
Periodic cell of 351 atoms, Si241O110, from a study of silicon, its oxide and their interface. The atomic structure is a simulated model.
Doubt: the cutoff is far below the 930 eV that the study's wrapper takes by default for these files, so forces and energies are approximate.

Settings
functional: PBE
potential files: Ansatz PAW
basis: plane waves
wave-function cutoff: 580 eV
density cutoff ratio: 5
exchange-correlation grid ratio: 1
k mesh: 1 x 1 x 1, Gamma-centred
self-consistency stop: 5e-08 eV per atom in the density residual
occupations: fixed
spin: none
net charge: 0

Cell vectors (angstrom)
a  11.6015  0  0
b  0  13.3963  0
c  0  0  40.4147

Atoms and the computed forces on them: element, x, y, z (angstrom), force x, y, z (eV/angstrom)
Si  0  2.2327  1.1851  -0.0068  0.0323  0.0442
Si  3.8672  2.2327  1.1851  0.0074  0.0026  0.0347
Si  7.7343  2.2327  1.1851  0.0157  0.0433  -0.0408
Si  1.9336  5.5818  1.1851  0.0128  0.0127  -0.0001
Si  5.8008  5.5818  1.1851  0.032  -0.0121  0.0395
Si  9.6679  5.5818  1.1851  0.0171  0.0127  0.0025
Si  0  8.9308  1.1851  -0.0045  -0.0121  -0.0223
Si  3.8672  8.9308  1.1851  0.0235  -0.0627  -0.025
Si  7.7343  8.9308  1.1851  0.0063  -0.0381  -0.0012
Si  1.9336  12.2799  1.1851  -0.0327  -0.0072  -0.0189
Si  5.8008  12.2799  1.1851  0.0459  0.0249  -0.0102
Si  9.6679  12.2799  1.1851  0.0058  0.0416  0.0752
Si  1.9336  1.1164  1.9745  0.0685  -0.0437  -0.0236
Si  5.8008  1.1164  1.9745  -0.039  -0.0887  -0.0104
Si  9.6679  1.1164  1.9745  -0.0876  -0.0556  0.01
Si  0  4.4654  1.9745  -0.0364  -0.0317  -0.0004
Si  3.8672  4.4654  1.9745  -0.0894  0.017  -0.0236
Si  7.7343  4.4654  1.9745  -0.0932  -0.1406  -0.001
Si  1.9336  7.8145  1.9745  0.0124  0.0548  -0.004
Si  5.8008  7.8145  1.9745  -0.1256  0.1773  0.0057
Si  9.6679  7.8145  1.9745  0.073  0.0302  0.0004
Si  0  11.1635  1.9745  0.2202  0.0208  -0.0125
Si  3.8672  11.1635  1.9745  -0.0589  -0.0119  -0.0688
Si  7.7343  11.1635  1.9745  -0.2011  0.0216  0.0005
Si  1.9336  1.1164  4.3426  0.086  -0.1073  0.3901
Si  5.8008  1.1164  4.3426  -0.1523  -0.1911  0.3417
Si  9.6679  1.1164  4.3426  -0.2325  -0.1072  -0.0384
Si  0  4.4654  4.3426  -0.1149  -0.0507  -0.1106
Si  3.8672  4.4654  4.3426  -0.1767  -0.0945  0.1809
Si  7.7343  4.4654  4.3426  -0.1875  -0.3506  -0.4524
Si  1.9336  7.8145  4.3426  -0.0212  0.2185  0.0176
Si  5.8008  7.8145  4.3426  -0.3684  0.3298  -0.1979
Si  9.6679  7.8145  4.3426  0.2193  0.0069  -0.5697
Si  0  11.1635  4.3426  0.465  0.0388  0.0857
Si  3.8672  11.1635  4.3426  -0.1465  -0.0297  0.7797
Si  7.7343  11.1635  4.3426  -0.4378  0.1444  0.1072
Si  0  0  36.0742  -0.0841  0.0846  -0.0654
Si  3.8672  0  36.0742  0.1915  0.0546  -0.0156
Si  7.7343  0  36.0742  0.1802  0.0077  -0.0862
Si  1.9336  3.3491  36.0742  0.0632  0.181  0.1777
Si  5.8008  3.3491  36.0742  0.0381  0.0713  -0.0398
Si  9.6679  3.3491  36.0742  0.0099  -0.0653  -0.0016
Si  0  6.6981  36.0742  0.1523  0.1369  -0.0301
Si  3.8672  6.6981  36.0742  0.0082  -0.0658  -0.2116
Si  7.7343  6.6981  36.0742  0.0689  -0.0442  -0.0395
Si  1.9336  10.0472  36.0742  0.1451  -0.0482  -0.0852
Si  5.8008  10.0472  36.0742  0.1786  0.0357  0.1344
Si  9.6679  10.0472  36.0742  -0.0906  -0.0024  0.1297
Si  0  0  38.4423  -0.0212  0.049  0.0241
Si  3.8672  0  38.4423  0.0587  0.0056  -0.0098
Si  7.7343  0  38.4423  0.0446  0.045  0.019
Si  1.9336  3.3491  38.4423  0.0124  0.079  0.0079
Si  5.8008  3.3491  38.4423  0.0186  0.0012  0.0064
Si  9.6679  3.3491  38.4423  -0.0055  -0.02  0.0074
Si  0  6.6981  38.4423  0.0491  0.0743  0.0127
Si  3.8672  6.6981  38.4423  -0.0147  -0.0528  0.0189
Si  7.7343  6.6981  38.4423  0.0368  -0.0103  0.0116
Si  1.9336  10.0472  38.4423  0.0562  -0.0493  -0.0185
Si  5.8008  10.0472  38.4423  0.0902  0.0062  -0.0114
Si  9.6679  10.0472  38.4423  -0.0674  -0.0356  -0.0045
Si  0  2.2327  39.2317  0.0094  -0.0213  -0.0044
Si  3.8672  2.2327  39.2317  -0.0091  0.001  -0.0183
Si  7.7343  2.2327  39.2317  -0.0153  -0.0323  0.017
Si  1.9336  5.5818  39.2317  -0.0141  -0.0183  0.0209
Si  5.8008  5.5818  39.2317  -0.0213  0.0091  -0.0172
Si  9.6679  5.5818  39.2317  -0.0223  -0.0106  -0.0161
Si  0  8.9308  39.2317  0.0023  0.0089  0.0039
Si  3.8672  8.9308  39.2317  -0.024  0.0656  -0.0229
Si  7.7343  8.9308  39.2317  -0.0021  0.0335  0.046
Si  1.9336  12.2799  39.2317  0.0335  0.0094  -0.0446
Si  5.8008  12.2799  39.2317  -0.0539  -0.0226  -0.0054
Si  9.6679  12.2799  39.2317  -0.0082  -0.0462  -0.0201
Si  -3.5697  0.1161  28.8663  -0.0941  -0.0851  -0.2274
Si  4.5717  4.207  27.046  0.0317  0.2506  0.3161
Si  13.2436  -2.4067  27.1428  0.309  -0.2701  1.0052
Si  2.1627  -1.0289  30.1968  -0.2874  0.1482  0.0555
Si  1.9069  1.0691  29.005  0.3783  -0.0234  0.3851
Si  11.7164  2.3311  32.1518  -0.0952  -0.0079  0.0114
Si  -5.7245  12.7358  29.6558  0.1264  -0.131  -0.0216
Si  7.7371  9.075  29.8043  0.2641  0.001  -0.0932
Si  13.1643  5.1039  29.8448  0.1583  0.0356  -0.1484
Si  7.6318  6.8199  28.959  0.0047  -0.041  0.0079
Si  0.762  6.25  26.8868  0.0061  0.0559  0.7627
Si  5.8399  5.5801  29.8486  0.1688  0.0494  0.2223
Si  5.3617  5.8493  25.5115  0.4355  0.2562  0.1964
Si  7.9345  2.3838  29.5175  0.0653  0.0358  -0.0109
Si  3.6659  7.8732  23.971  0.0269  -0.0114  0.3613
Si  -2.521  10.4809  26.698  0.1091  -0.0338  0.0527
Si  0.0606  8.9406  32.1266  -0.0018  0.1016  -0.1001
Si  4.6868  10.1917  18.9306  0.4845  0.3192  -0.227
Si  -1.9782  5.7355  29.6724  -0.0962  0.2828  0.1179
Si  7.796  8.9764  32.1488  -0.0295  0.0692  0.085
Si  9.9087  3.5553  28.8491  0.1546  -0.1983  -0.0911
Si  -0.1676  14.9755  26.0656  -0.1339  0.0756  0.1694
Si  10.5242  17.1092  26.5369  0.1759  0.3269  0.4568
Si  10.8554  14.954  23.1888  -0.2152  -0.1297  0.0576
Si  -4.828  -3.603  26.5086  -0.1545  0.0085  0.2358
Si  3.9798  2.1268  32.0223  -0.147  -0.0936  0.0013
Si  7.8222  2.2789  31.9749  -0.0144  0.08  0.0215
Si  2.0137  5.5661  32.1227  -0.0557  -0.0252  -0.0829
Si  6.3918  7.429  26.9917  0.2283  -0.0773  0.0697
Si  9.6985  5.6266  32.0796  -0.0771  -0.0199  -0.0175
Si  0.1898  9.0172  29.7514  0.1763  0.1176  0.2233
Si  5.9785  10.431  28.8096  -0.0389  0.0678  -0.2308
Si  2.2215  10.255  29.247  -0.0024  -0.2334  -0.2845
Si  2.0016  12.3244  32.4447  -0.1599  -0.2076  0.1334
Si  5.921  12.3581  32.039  -0.0298  -0.0247  0.0965
Si  9.8036  12.3132  32.1076  0.0956  -0.0024  -0.05
Si  2.0191  1.1949  32.994  0.0229  -0.0068  -0.0987
Si  5.9206  1.1474  32.9148  0.102  -0.0293  -0.1538
Si  9.7486  1.1724  32.8442  0.0398  0.0221  -0.0503
Si  0.0379  4.541  32.9584  0.0296  0.0069  -0.0436
Si  3.9262  4.3937  32.8623  0.0414  0.067  -0.0262
Si  7.7931  4.4722  32.8991  0.0039  0.0028  -0.0829
Si  2.0344  7.8431  32.8503  0.0315  -0.0857  -0.0967
Si  5.8702  7.8399  32.9451  -0.0253  0.0188  0.0529
Si  9.7165  7.834  32.9192  0.0378  0.0253  -0.1508
Si  0.059  11.1466  32.9862  0.0038  -0.0185  0.1674
Si  4.0099  11.2046  32.9387  -0.0407  0.0431  -0.0168
Si  7.8233  11.2219  32.8857  -0.0268  -0.0324  -0.0744
Si  1.9418  1.1324  35.3286  0.0133  0.0446  0.0239
Si  5.8187  1.1247  35.2815  -0.0277  -0.0002  0.061
Si  9.6738  1.1233  35.2422  -0.0122  0.0218  0.046
Si  -0.0021  4.4755  35.3083  -0.0367  0.0221  0.0353
Si  3.8699  4.4524  35.2521  0.0106  -0.122  0.0083
Si  7.7431  4.4609  35.2729  -0.0151  -0.0222  0.0442
Si  1.9488  7.8169  35.2447  -0.0189  -0.0113  0.0483
Si  5.807  7.8172  35.3011  -0.0127  0.0137  -0.0037
Si  9.674  7.8161  35.2833  -0.0224  0.0097  0.0527
Si  -0.0037  11.1598  35.326  -0.0546  -0.0563  -0.0359
Si  3.8902  11.1652  35.2944  0.0408  -0.0368  0.0293
Si  7.741  11.1707  35.2658  0.006  0.0736  0.0305
Si  -0.0152  0.0132  5.1353  -0.0457  0.0329  0.0313
Si  3.8614  -0.0062  5.2544  0.095  -0.04  -0.0908
Si  7.728  0.0011  5.1919  0.016  -0.068  -0.062
Si  1.9021  3.3399  5.1552  -0.0253  0.0019  0.0552
Si  5.783  3.3384  5.1314  -0.0545  -0.0231  -0.0084
Si  9.6504  3.3443  5.0916  -0.0797  0.0484  0.079
Si  -0.0037  6.6969  5.091  0.0566  -0.0237  0.0357
Si  3.8634  6.6999  5.1223  0.0614  0.0424  -0.0007
Si  7.7297  6.6982  4.9431  -0.0187  -0.019  0.1616
Si  1.93  10.0204  5.2553  0.0174  -0.1661  -0.0205
Si  5.7824  10.0459  5.2269  0.0172  0.0666  -0.0478
Si  9.6701  10.0593  5  -0.0207  0.2541  0.0946
Si  -0.1402  0.0285  7.5102  -0.0125  0.0695  -0.0271
Si  3.7824  -0.0385  7.7346  -0.2357  0.1303  -0.143
Si  7.632  -0.0325  7.6034  0.1069  0.1503  -0.0867
Si  1.7433  3.3511  7.5461  -0.3509  -0.0041  -0.0466
Si  5.6296  3.291  7.4927  -0.1254  -0.1031  -0.0534
Si  9.4397  3.3176  7.4383  -0.1231  0.1806  -0.0409
Si  -0.0709  6.6877  7.4283  -0.1062  0.0534  0.1339
Si  3.8398  6.7069  7.4859  -0.045  -0.2491  0.0535
Si  7.6642  6.6984  7.2187  0.0365  0.0678  -0.2124
Si  1.8651  9.9186  7.7574  -0.4269  0.0071  -0.2058
Si  5.6797  10.0588  7.6856  0.2152  -0.0712  -0.2031
Si  9.6287  10.1102  7.3004  0.014  0.0525  -0.3102
Si  -0.3104  2.2728  8.3881  0.0562  -0.104  0.0143
Si  3.6399  2.2619  8.3863  0.1751  -0.0409  -0.1042
Si  5.1618  7.7705  14.427  0.1059  0.0809  -0.0471
Si  1.8758  5.6094  8.2357  0.1077  0.1921  0.0668
Si  5.8148  5.5495  8.1031  0.09  0.1269  0.2037
Si  9.5305  5.5984  8.0939  0.163  -0.1917  -0.0953
Si  0.9217  11.9074  10.4391  0.0011  -0.0787  -0.0231
Si  3.8664  8.7946  8.5693  0.1388  -0.2058  0.5041
Si  7.7271  8.925  7.9916  -0.0171  -0.0756  0.0139
Si  1.7404  12.219  8.2876  0.1205  -0.0008  0.0247
Si  5.7587  12.2697  8.529  0.2199  -0.0509  0.2033
Si  9.5951  12.2521  8.3649  -0.0749  -0.1438  0.1823
Si  -2.5976  6.2781  10.2826  0.3357  0.1166  0.1851
Si  3.5389  6.8281  21.0762  0.2011  -0.0819  0.1443
Si  7.5226  2.211  8.3652  -0.2393  -0.069  0.3219
Si  7.6033  10.9112  13.7125  0.1812  -0.1742  0.0108
Si  8.7071  2.1917  19.7927  0.0488  -0.2878  -0.314
Si  14.7988  2.6247  10.6836  -0.1613  -0.1972  -0.8274
Si  1.7022  15.878  16.1133  -0.0969  -0.3388  0.0784
Si  7.7177  2.7209  10.7753  -0.0988  -0.1757  -0.9803
Si  5.46  12.2193  11.6993  0.0576  -0.1945  -0.143
Si  0.5077  18.0783  16.7311  -0.1517  0.1705  -0.0947
Si  9.2445  8.5292  9.7208  0.2844  -0.1117  -0.0287
Si  12.5041  13.563  21.1192  -0.1581  -0.0673  -0.2118
Si  5.3669  1.8305  12.5257  0.4563  0.0893  -0.2497
Si  10.5621  4.887  11.4073  0.0277  -0.2455  -0.3478
Si  5.7859  -0.0176  15.7582  0.1308  -0.3463  0.3427
Si  -3.1326  0.1726  14.4389  0.2506  -0.0367  -0.1792
Si  4.3087  7.337  11.4285  0.2507  -0.1658  -0.237
Si  7.3136  -0.2193  21.1956  -0.0373  -0.0547  0.0007
Si  7.8049  6.7598  15.5289  -0.0084  0.1258  -0.135
Si  0.7835  7.9298  16.8646  0.5783  0.0565  0.2471
Si  10.172  2.6333  10.5823  0.2105  0.1772  0.4039
Si  -1.1888  5.6055  14.3173  -0.3512  -0.0622  -0.3823
Si  1.4846  13.5708  11.9232  -0.2295  -0.0977  -0.1084
Si  5.6081  10.333  15.9361  -0.0137  -0.1011  -0.029
O  14.3052  -5.3598  20.4288  -0.0331  -0.039  -0.0218
O  12.8957  -3.8518  26.4361  -0.0514  -0.0117  -0.4463
O  4.4736  5.2267  17.4966  -0.192  -0.0413  0.053
O  20.3797  -14.7984  14.0956  -0.0331  0.0149  0.1079
O  -7.0165  2.8316  11.4856  0.1061  0.1145  0.3934
O  4.7518  9.1432  15.2208  -0.0313  -0.0315  0.025
O  4.6919  6.3246  20.0078  -0.1108  0.0467  -0.094
O  15.7713  -4.9471  10.2274  -0.1211  0.2877  -0.4408
O  47.3655  0.9819  15.7408  0.1358  0.28  0.0199
O  -11.3648  -8.6563  26.4894  -0.4968  -0.5189  -0.3256
O  20.4787  12.4493  18.0471  0.0276  -0.0068  -0.0667
O  21.2066  -12.8263  23.09  0.1699  0.1806  -0.2015
O  30.8739  3.2622  23.7541  0.028  -0.0809  0.02
O  9.3901  4.2989  25.4652  0.0965  -0.1104  0.0879
O  26.8433  0.6078  25.3858  0.0202  -0.0022  -0.0897
O  -9.0264  12.3256  23.6366  0.0742  0.1169  -0.2631
O  28.7312  9.8871  17.5218  -0.0841  -0.0591  0.1372
O  16.331  -1.5581  18.893  -0.0485  -0.0246  0.0877
O  6.8268  0.3259  14.5165  -0.1261  0.0608  -0.0458
O  3.6517  1.1482  22.424  -0.0181  -0.0962  0.0717
O  13.9466  -11.9928  11.3221  -0.0179  0.0762  0.2104
O  4.5766  -5.438  12.9163  -0.0801  -0.0053  -0.0751
O  14.4193  11.6836  26.2406  -0.1353  0.0937  -0.2348
O  30.1627  -24.8757  12.0298  0.0134  -0.0629  -0.0054
Si  6.2889  17.3945  23.2567  0.1057  0.2989  0.0719
Si  33.0982  12.2588  29.7291  0.0502  0.2764  0.0819
Si  8.2713  0.3955  17.3423  -0.0425  -0.0663  0.0479
Si  9.8138  10.0467  24.4639  -0.1502  -0.0892  0.1332
Si  14.3806  11.1117  12.3874  -0.1311  0.0776  0.1553
Si  21.0119  8.8091  21.8708  -0.1046  -0.0775  0.2489
Si  9.9813  -4.7825  16.4072  -0.7552  0.1961  -0.298
Si  11.3236  8.8553  8.3337  -0.1635  -0.0133  -0.1376
Si  14.2859  3.9644  20.9775  -0.0218  0.1596  -0.0885
Si  5.7482  3.3607  28.9273  0.1095  0.0063  0.1879
Si  1.6792  -16.7324  14.7999  0.0815  0.1641  -0.1928
Si  20.6361  -0.4711  26.7391  -0.5374  0.0151  0.2195
Si  15.1098  -0.961  24.9819  -0.0131  0.044  0.227
Si  -1.4577  11.4656  17.7454  0.027  0.1798  0.0041
Si  35.6917  8.7028  25.0963  -0.2057  -0.0625  0.2435
Si  -9.2829  0.8221  18.5166  -0.0989  -0.2356  0.0843
Si  24.2677  12.8263  16.3442  -0.0651  -0.1602  -0.0253
Si  21.7778  -1.3672  10.7322  -0.323  -0.0734  -0.1426
Si  20.7342  -9.3883  23.8813  0.0342  0.0188  -0.1084
Si  23.6258  -0.7472  28.5869  -0.2891  -0.3988  0.0153
Si  8.5968  -0.4615  23.7731  0.0329  -0.2134  0.411
Si  1.9083  5.4927  10.5929  -0.3141  0.0809  -0.7125
Si  28.0074  -8.4343  19.0748  0.1775  0.0381  0.1665
Si  25.5949  22.6412  19.3851  -0.3121  -0.1446  0.1051
Si  2.8563  -0.2782  22.2176  0.1418  -0.1022  0.1508
Si  17.4449  5.5989  32.1836  -0.0606  -0.0122  0.0096
Si  -0.0752  10.7867  20.5303  -0.2044  -0.0423  -0.0143
Si  28.4576  5.2576  16.0573  0.2533  0.3747  -0.2374
Si  10.9474  8.5112  13.7071  -0.2785  0.1738  -0.4335
Si  15.8971  1.4295  29.6875  -0.1682  0.2472  -0.3489
Si  9.7625  10.0174  28.9728  -0.1077  -0.0959  -0.2657
Si  -2.162  23.2353  11.5657  -0.1763  0.0398  -0.1951
Si  18.9629  4.106  20.2907  0.0535  0.214  0.1232
Si  17.2613  10.3338  24.3645  0.095  -0.2478  0.3249
Si  16.1943  -13.7924  20.0094  0.171  -0.1046  -0.0281
Si  27.4145  22.5452  29.7085  -0.1944  0.0353  0.2173
Si  14.3898  1.9798  25.587  0.0426  0.1439  0.5277
Si  26.6405  16.1005  22.8669  0.0622  0.064  0.0209
Si  27.2051  8.9868  32.0844  -0.011  0.0339  0.0291
Si  16.177  7.1391  28.6064  -0.0836  -0.1947  -0.1926
Si  10.2578  14.1461  12.0347  0.3123  0.2391  -0.176
Si  18.3881  10.1843  21.2656  0.0919  -0.0163  0.2013
Si  26.105  5.6909  27.8885  -0.192  0.0587  0.3
Si  12.0634  2.8769  29.8655  0.0264  0.1962  -0.0159
Si  23.2119  6.7501  29.0869  0.3504  -0.1386  -0.3423
Si  6.7471  19.0546  10.2849  -0.4558  -0.1388  -0.1464
Si  11.3955  17.2768  19.7873  -0.1395  0.0014  0.2529
Si  16.0514  15.86  14.7153  0.008  0.0462  0.3576
Si  9.606  5.7617  21.3973  -0.1184  0.1397  0.1293
O  13.1595  -1.8522  15.4595  0.0003  0.0753  0.0697
O  16.0887  9.1995  24.4058  0.0078  0.0292  -0.094
O  28.7828  23.1142  20.2513  -0.1791  -0.05  -0.0534
O  8.8525  6.0102  14.5325  0.037  -0.0339  0.0123
O  11.6478  1.1156  24.5233  0.171  -0.1502  -0.1065
O  33.7125  0.3856  26.7903  0.1183  0.1747  -0.3109
O  29.3133  12.2648  10.1967  -0.1155  0.1426  -0.2316
O  14.4781  23.541  13.6947  -0.0024  0.0856  -0.1389
O  18.4039  7.6234  14.5419  0.026  -0.0473  0.0603
O  29.1584  0.3489  20.5003  -0.1358  -0.0029  0.0136
O  3.7719  -10.4578  26.4156  -0.2919  -0.5974  -0.3803
O  10.9484  5.0721  20.81  0.1423  -0.037  -0.1047
O  3.8998  -1.1515  21.2956  -0.0549  0.0034  0.0797
O  6.4465  -1.7664  12.8359  -0.0947  0.0949  -0.1175
O  -2.4015  5.3336  22.9345  -0.0026  -0.0035  -0.0119
O  38.5973  30.6634  19.7543  -0.1054  0.0338  0.0193
O  -7.4627  7.3785  22.4949  -0.051  -0.0248  -0.252
O  6.3273  57.9591  19.062  -0.0337  -0.0519  0.0142
O  20.9318  -1.9313  23.7518  0.0095  0.0562  -0.0563
O  -6.942  1.1393  15.6971  -0.1426  0.1998  -0.0672
O  18.665  37.1325  15.158  -0.0049  0.1275  -0.0538
O  5.6203  -7.0146  11.2302  0.0055  0.1663  0.0948
O  10.4553  4.6178  13.0241  0.046  0.1561  0.4261
O  11.9773  -21.0919  11.1248  -0.0759  -0.057  0.1217
O  2.2658  3.935  10.8737  0.1079  -0.1488  0.3923
O  9.6501  23.4927  17.0202  0.1345  -0.2168  -0.0261
O  10.5175  -4.6754  12.1588  0.0968  -0.0157  0.3787
O  18.6184  4.1893  10.9804  0.0813  0.1194  -0.0377
O  20.0684  -11.6607  18.231  -0.0073  0.1218  0.0777
O  1.4718  10.3199  20.2545  0.1905  -0.1016  -0.1225
O  -0.8194  -2.4501  19.118  0.0588  -0.0408  0.0179
O  11.763  0.7138  12.7354  0.1031  0.0252  0.149
O  -8.6774  -6.936  11.4137  0.1912  0.2248  0.3198
O  39.7821  -1.5961  24.6792  -0.0215  0.111  -0.1643
O  8.4728  0.8145  20.6762  -0.0048  -0.0116  0.0651
O  -22.9819  28.2013  21.9207  0.0043  0.0849  -0.0121
O  18.431  19.0802  16.2862  -0.1114  -0.1394  0.1141
O  15.8037  -2.1995  11.6223  0.0317  -0.0081  -0.0388
O  26.0162  2.7573  14.9118  0.1635  -0.0186  0.0256
O  9.8851  -6.0544  21.4108  0.0969  -0.0703  -0.0516
O  -0.6916  18.1724  15.6146  0.1088  -0.0329  0.1723
O  20.8071  1.0317  13.2825  0.0253  -0.0794  0.0335
O  -5.4108  5.3807  24.1449  -0.1025  -0.0931  -0.2132
O  27.1877  20.0639  25.0445  -0.1472  0.0992  -0.4613
O  22.9469  6.942  14.0047  0.1899  0.0253  0.0988
O  6.4393  17.5748  21.6498  -0.0381  -0.0038  -0.0507
O  28.2805  11.8879  15.7288  0.0358  0.1571  -0.0461
O  13.2794  24.0229  11.2663  -0.0632  -0.0126  0.018
O  34.6209  -3.7201  24.3383  0.1169  -0.019  -0.0552
O  8.2045  -3.581  12.671  0.2036  0.1072  0.0074
O  37.159  12.6166  12.9363  0.3056  -0.0021  0.2184
O  -0.3985  12.3583  16.891  0.0059  0.0222  0.0024
O  2.3174  15.5863  17.6298  -0.054  0.0645  -0.0681
O  23.0946  4.3635  18.2274  0.0786  0.01  -0.0959
O  31.1936  9.1  21.1302  -0.0145  0.047  -0.0795
O  20.2914  34.3726  16.675  0.179  0.0295  0.0711
O  -6.387  17.2072  15.2932  -0.1118  -0.2002  0.025
O  21.9378  -23.7074  23.2873  0.015  -0.0638  0.0248
O  24.5642  21.9629  18.2832  -0.0765  -0.073  -0.1195
O  11.5445  -1.1476  21.247  -0.007  0.0102  0.0489
O  36.5826  8.7777  15.8102  -0.1907  -0.1732  0.1773
O  31.4607  13.3435  25.3205  0.0297  0.0901  0.0222
O  39.3443  6.4166  15.1223  -0.0587  -0.1507  0.1365
O  12.6642  40.8536  19.5622  0.0468  0.0755  0.0439
O  -2.4596  -4.5125  23.4975  -0.0106  0.0819  -0.0279
O  21.3728  22.2473  14.776  0.1215  -0.1343  0.3664
O  6.6704  0.1143  17.1289  0.0066  0.034  -0.0543
O  23.5847  -3.6623  13.8987  -0.0046  -0.0561  0.0409
O  9.0087  14.0419  15.9  -0.0084  -0.0114  -0.0036
O  14.1784  5.5473  21.4346  -0.0372  -0.0541  -0.1021
O  33.8383  -3.5971  21.4612  0.1491  0.0935  -0.11
O  7.4346  11.6056  20.7472  0.0183  0.0769  0.0096
O  16.543  27.0818  12.1799  -0.0522  -0.0603  0.1032
O  3.6856  -12.6076  19.3822  0.0206  0.1684  -0.0542
O  7.2647  -0.2984  22.8419  -0.0136  0.0391  -0.1618
O  12.8723  3.4504  20.335  0.0854  -0.0289  -0.011
O  0.3097  -6.1291  25.6618  0.0795  0.2128  -0.2418
O  -9.5073  8.3079  24.0772  0.0812  0.0344  -0.1912
O  14.0045  29.5051  24.1641  0.1429  -0.0679  -0.1781
O  24.2759  6.2832  16.7993  -0.0062  -0.1032  0.0801
O  24.6367  -25.0887  26.5154  0.1258  0.0642  -0.2558
O  41.1199  -16.5124  22.848  -0.0699  0.0928  -0.0504
O  -26.416  45.5729  20.379  -0.0191  -0.0789  -0.0587
O  21.8795  2.6798  19.8919  0.0276  0.0771  0.0335
O  2.1865  -0.4806  17.537  -0.0029  0.0371  0.0009
O  39.7002  16.5969  23.4625  -0.1675  -0.2217  0.0252

Results
free energy: -215748.037 eV
free energy less fixed offsets of O -568.88, Si -635.61 eV per atom: 10.773 eV

The program warned: the cutoff lies below the one the program advises for these potential files; the forces do not sum to zero within the program's tolerance; the exchange-correlation potential is rough where the density is thin.
